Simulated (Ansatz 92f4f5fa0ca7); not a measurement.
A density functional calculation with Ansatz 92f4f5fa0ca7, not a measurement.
Periodic cell of 192 atoms, Si128O64, from a study of silicon, its oxide and their interface. The atomic structure is a simulated model.
This geometry differs little from another in the collection (a relaxation step or a small displacement).

Settings: functional r2SCAN; potential files Ansatz PAW; basis plane waves; wave-function cutoff 800 eV; density cutoff ratio 5; exchange-correlation grid ratio 1; k mesh 1 x 1 x 1, shifted by 0.5 0.5 0 of a step; self-consistency stop 1e-10 eV per atom in the density residual; occupations fixed; spin none; net charge 0.

Cell vectors (angstrom)
a, 10.888, 0, 0
b, 0, 10.888, 0
c, 0, 0, 28.6594

Atoms: element, x, y, z (angstrom)
Si, -0.5256, 0.2591, 0.4125
Si, 2.6598, 2.1597, 0.2401
Si, 0.0299, 6.082, -0.0906
Si, 2.9067, 7.8996, 0.1368
Si, 5.1886, 0.2468, -0.0237
Si, 6.7512, 1.317, 1.3782
Si, 4.6649, 5.2271, -0.2111
Si, 8.3954, 8.0403, -0.0777
Si, 1.2228, 1.1373, 1.6671
Si, 3.7803, 3.887, 1.4291
Si, 1.3737, 6.93, 1.5909
Si, 4.1272, 9.496, 1.285
Si, 8.5771, 1.7917, -0.0378
Si, 9.8335, 4.2522, 1.0811
Si, 6.8905, 6.716, 1.1449
Si, 9.3319, 9.462, 1.5706
Si, -0.0165, 2.7959, 2.7193
Si, 2.7753, -0.1473, 2.8132
Si, -0.0372, 8.2317, 2.8789
Si, 2.6154, 5.3805, 2.8235
Si, 5.4274, 2.7482, 2.6981
Si, 7.9858, -0.038, 2.8515
Si, 5.4773, 8.061, 2.5875
Si, 8.3125, 5.4462, 2.5666
Si, 1.2919, 4.0615, 4.1949
Si, 4.1132, 1.3335, 4.0841
Si, 1.3831, 9.5052, 4.2089
Si, 4.0838, 6.7754, 4.0303
Si, 6.8667, 4.1235, 3.9745
Si, 9.4543, 1.4013, 4.0464
Si, 6.7022, 9.4254, 4.1312
Si, 9.5264, 6.7697, 4.1104
Si, -0.0118, 0.0623, 5.4124
Si, 2.7299, 2.6924, 5.4392
Si, -0.0381, 5.4376, 5.5328
Si, 2.7395, 8.1052, 5.4897
Si, 5.4046, -0.0432, 5.4935
Si, 8.1304, 2.7427, 5.4384
Si, 5.4927, 5.4558, 5.3694
Si, 8.1567, 8.1401, 5.4407
Si, 1.3495, 1.3703, 6.8001
Si, 4.1194, 4.0888, 6.7294
Si, 1.3697, 6.7831, 6.8615
Si, 4.0501, 9.5086, 6.8649
Si, 6.7963, 1.3551, 6.81
Si, 9.4856, 4.0706, 6.8576
Si, 6.8053, 6.7995, 6.7892
Si, 9.5324, 9.5485, 6.748
Si, 0.0192, 2.7163, 8.1749
Si, 2.6831, 0.0239, 8.1813
Si, -0.0091, 8.212, 8.1452
Si, 2.7843, 5.4147, 8.1508
Si, 5.4338, 2.7566, 8.1415
Si, 8.2021, 0.0016, 8.1438
Si, 5.475, 8.1526, 8.1665
Si, 8.1342, 5.4666, 8.1842
Si, 1.4268, 4.0584, 9.5014
Si, 4.0585, 1.4223, 9.4988
Si, 1.331, 9.5604, 9.5363
Si, 4.1461, 6.772, 9.5228
Si, 6.7614, 4.1286, 9.539
Si, 9.5519, 1.3554, 9.5289
Si, 6.848, 9.5251, 9.4993
Si, 9.5146, 6.8508, 9.497
Si, 0.008, 0.0297, 10.9586
Si, 2.7719, 2.772, 10.9662
Si, 0.0512, 5.469, 10.7417
Si, 2.7684, 8.1759, 10.7694
Si, 5.4702, 0.0558, 10.7539
Si, 8.1653, 2.7636, 10.8021
Si, 5.4585, 5.4637, 11.0129
Si, 8.1704, 8.1756, 10.9285
Si, 1.3974, 1.4148, 12.3084
Si, 4.1113, 4.1174, 12.444
Si, 1.4436, 6.779, 12.076
Si, 4.1195, 9.5793, 12.0611
Si, 6.7925, 1.413, 12.1261
Si, 9.5562, 4.1544, 12.0735
Si, 6.8312, 6.8503, 12.3824
Si, 9.5289, 9.5215, 12.3003
Si, -0.0331, 2.8538, 13.5197
Si, 2.833, -0.0128, 13.524
Si, 0.1322, 8.0907, 13.452
Si, 2.667, 5.5622, 13.705
Si, 5.5498, 2.678, 13.7185
Si, 8.092, 0.0657, 13.5243
Si, 6.3206, 10.1419, 14.857
Si, 8.3211, 5.4445, 13.6196
Si, 1.2228, 3.4166, 16.9526
Si, 4.5334, 0.8686, 14.9112
Si, 2.2023, 10.2289, 18.142
Si, 3.5839, 7.4639, 14.8374
Si, 7.512, 3.5448, 14.7818
Si, 9.142, 1.7694, 14.7039
Si, 5.3913, 8.339, 13.5921
Si, 10.124, 6.4205, 14.8651
Si, -0.8752, 1.0651, 16.7966
Si, 5.8244, 2.4474, 18.9406
Si, 0.8617, 4.5713, 14.9041
Si, 5.2933, 7.2348, 17.5033
Si, 3.5365, 1.1869, 17.0868
Si, 12.6598, -1.706, 14.7282
Si, 6.2474, 8.9882, 23.2253
Si, 11.3531, 9.8593, 16.6078
Si, 19.1437, -10.4362, 18.384
Si, -27.4332, 13.9916, 21.9581
Si, -14.6642, 0.8851, 23.1824
Si, -11.8856, 18.8256, 16.7237
Si, -20.2475, 21.9337, 21.1689
Si, -2.5617, -24.9347, 21.6562
Si, -6.2568, 3.2925, 25.9472
Si, 2.1651, 14.058, 21.7674
Si, -18.4623, 19.6648, 22.3743
Si, -3.7772, 4.7984, 17.6504
Si, -7.8819, 6.5668, 24.2239
Si, -9.0691, -14.1361, 26.7562
Si, -21.0945, -28.343, 24.1528
Si, 9.3022, 32.5158, 21.4071
Si, 11.0924, -0.6504, 26.0996
Si, 12.1755, 5.2382, 19.5747
Si, -15.981, 5.1627, 23.7321
Si, 8.8852, -4.8077, 24.0819
Si, 12.6135, -8.7418, 26.0064
Si, -4.1326, 1.0859, 26.351
Si, 19.3702, 8.7052, 25.5559
Si, 25.0769, 18.5362, 19.4631
Si, -3.7263, 9.5827, 17.0093
Si, 9.3819, -4.7032, 19.2275
O, -13.3357, -14.6731, -8.4829
O, -0.0073, 0.0535, -7.0302
O, -1.7715, 6.7144, -6.0411
O, 1.9692, -9.1924, -7.483
O, -2.4417, -27.5923, -10.1386
O, 9.6473, -1.0171, -3.2871
O, -14.6409, 0.7919, -3.8511
O, 4.5736, -4.6533, -4.7836
O, -14.298, 14.7805, -12.2758
O, 16.2175, -8.3506, -8.1982
O, -9.9321, 3.4696, -5.8606
O, -5.0464, -6.2926, -6.4573
O, -4.9247, 8.7024, -10.9575
O, -12.7943, -1.6914, -6.8867
O, 8.0177, 8.7058, -1.5368
O, 8.1671, -9.5175, -1.5677
O, -6.9853, 12.1261, 28.3362
O, 20.965, -16.7967, 24.236
O, -11.7046, -3.7242, 18.1435
O, -23.5724, -3.6462, 25.1954
O, -15.7783, 3.9822, 18.4787
O, -26.748, -0.0701, 27.1734
O, -3.7357, -1.997, 24.5957
O, -28.6933, -15.0934, 28.4372
O, 12.5316, -11.1798, 19.628
O, -19.3126, -11.6293, 22.1589
O, -8.8796, 28.4618, 19.5538
O, 11.782, -15.4699, 27.1554
O, -15.5491, -5.3215, 28.792
O, -6.2567, -1.9535, 23.3238
O, 6.478, 27.9711, 17.1639
O, 23.1293, 26.3053, 18.1231
O, -1.2708, 7.0146, 28.2553
O, 10.614, -16.3203, 19.9939
O, 23.714, 16.2373, 24.2078
O, -2.5049, 30.3291, 16.6358
O, 18.1224, 12.5694, 18.7352
O, 6.7843, 18.7498, 22.1744
O, -3.5715, 16.4635, 24.1787
O, 8.994, 3.3682, 28.6285
O, -4.4339, 10.4411, 22.574
O, 22.8234, -2.032, 25.9962
O, 15.0668, 28.9256, 16.3368
O, 4.3863, 4.4862, 27.0196
O, 0.0192, -8.5227, 17.3256
O, -7.9177, -3.7168, 25.715
O, 14.177, 2.4284, 25.5682
O, 16.7035, -8.5111, 26.5296
O, -0.0323, 10.4981, 27.6589
O, 2.448, 29.4173, 23.1364
O, -8.3236, 13.384, 16.8717
O, -2.3258, 0.9015, 22.4298
O, -17.0656, 1.6307, 18.1238
O, -18.071, 8.2419, 20.9031
O, -16.5042, 14.8283, 24.6347
O, -10.1295, 14.1479, 25.3617
O, 8.8934, 21.8231, 19.844
O, 3.6637, 24.9505, 22.3923
O, 15.4561, -4.0634, 18.8871
O, -9.1773, 2.4635, 27.5974
O, 17.0519, 13.005, 22.8263
O, 46.6018, 19.7397, 18.3972
O, 23.8478, -17.4833, 20.6135
O, -20.6789, 0.6613, 25.6102

Results
free energy: -118371.856 eV
free energy less fixed offsets of O -570.45, Si -639.56 eV per atom: 0.624 eV

Forces (eV/angstrom), in the order of the atoms: element, x, y, z
Si, 0.0015, 0.0035, 0.011
Si, 0.0031, -0.0031, 0.0137
Si, -0.0075, 0.0081, 0.0072
Si, -0.0006, 0.0011, 0.0045
Si, -0.0006, 0.0001, 0.0158
Si, 0.0006, -0.0029, -0.0044
Si, -0.0078, -0.0122, 0.0011
Si, 0.0125, -0.0087, 0.0121
Si, 0.0032, 0.0014, -0.0057
Si, 0.0008, 0.0017, -0.0068
Si, -0.0035, -0.0007, -0.0082
Si, 0.0001, 0.0038, -0.0061
Si, -0.0028, -0.0077, 0.0087
Si, 0.0027, 0.0022, 0.016
Si, 0.0052, 0.0139, 0.0098
Si, 0.0002, 0.0039, -0.0061
Si, 0.0008, 0.0012, -0.0007
Si, -0.0023, 0.0023, 0.0005
Si, 0.0011, 0.0002, 0.0012
Si, 0.0017, -0.0017, -0.0011
Si, 0.0013, -0.0007, -0.0005
Si, 0, -0.0011, -0.0029
Si, -0.0002, -0.0049, -0.0013
Si, 0.0002, -0.0012, -0.0021
Si, -0.0027, 0.0017, -0.0004
Si, -0.0001, -0.0014, 0.001
Si, 0.0018, -0.0012, 0.0023
Si, 0.0017, -0.0003, 0.002
Si, 0.0013, 0.0006, 0.0015
Si, -0.0012, 0.001, 0.0019
Si, -0.0001, 0.0012, 0.0036
Si, -0.0004, -0.0021, 0.0046
Si, -0.0008, 0.0001, 0.001
Si, 0.0014, -0.0002, 0.0008
Si, 0.0008, 0.0012, 0.0008
Si, 0.0011, 0.0012, 0
Si, -0.0008, -0.0013, -0.0003
Si, 0.0005, 0, 0.0003
Si, -0.0002, 0.0002, -0.0003
Si, 0.0001, -0.0014, 0.0007
Si, 0.0008, 0.0003, 0.0013
Si, -0.0006, -0.0006, 0.0008
Si, -0.0006, -0.0012, 0.0007
Si, 0.0006, 0.0001, 0.0009
Si, 0, -0.0001, 0.0004
Si, 0.0001, -0.0004, 0.0006
Si, 0.0004, -0.0006, 0.0007
Si, -0.0006, -0.0005, 0.0013
Si, -0.001, -0.0003, 0.001
Si, -0.0006, -0.0008, 0.0013
Si, 0.0011, 0.0002, 0.0014
Si, 0.0009, 0.0004, 0.0011
Si, 0.0009, 0.0003, 0.0012
Si, 0.0007, 0.001, 0.0016
Si, -0.0007, -0.0001, 0.0006
Si, -0.0008, -0.0004, 0.0007
Si, 0.0004, -0.0006, 0.0011
Si, 0, -0.0006, 0.0011
Si, 0.0009, -0.0011, 0.0026
Si, -0.0001, 0, 0.0011
Si, 0, -0.0016, 0.001
Si, -0.0006, 0.0007, 0.0023
Si, -0.0002, 0.0002, 0.0019
Si, 0, -0.0008, 0.0012
Si, -0.0002, -0.0003, 0.0021
Si, 0.0004, -0.0014, 0.0004
Si, 0.0003, -0.0003, 0.0005
Si, 0.0017, -0.0006, 0.0004
Si, -0.0004, -0.0001, 0.0007
Si, -0.0004, -0.0001, 0.001
Si, -0.0003, 0.001, 0.0005
Si, -0.0011, -0.0003, 0.0024
Si, 0.0002, 0.0003, 0.0014
Si, 0.0013, -0.0009, 0.0035
Si, -0.0041, -0.0012, 0.0023
Si, -0.0015, -0.002, 0.0019
Si, 0.0004, -0.0018, 0.0029
Si, 0.0012, 0.0001, 0.0022
Si, -0.0018, -0.003, 0.0027
Si, 0.0006, 0.0017, 0.0031
Si, -0.0026, 0.0024, -0.0027
Si, 0.0017, 0.0001, -0.002
Si, 0.0039, -0.0016, -0.003
Si, -0.0003, -0.0001, -0.0015
Si, -0.0007, -0.0044, -0.0019
Si, -0.0047, 0.0012, -0.0045
Si, -0.0035, 0.003, -0.0065
Si, 0.0026, 0, -0.0043
Si, 0.0035, -0.0044, 0.0172
Si, 0.0036, -0.0046, -0.0051
Si, 0.0008, -0.0012, -0.0027
Si, 0.0068, -0.0051, 0.0176
Si, -0.0039, 0.0062, 0.0289
Si, 0.0001, 0, -0.0021
Si, 0.0015, 0.0047, -0.0024
Si, -0.0004, -0.0066, -0.0037
Si, 0.0046, -0.0007, 0.0166
Si, 0.022, 0.0273, 0.0064
Si, -0.0059, 0.0033, -0.0071
Si, 0.0053, -0.0089, 0.0073
Si, -0.0186, -0.0059, 0.0021
Si, 0.0018, -0.0025, 0.0017
Si, -0.0105, -0.0032, -0.0099
Si, -0.0085, -0.0061, 0.0006
Si, -0.0053, 0.0125, -0.0033
Si, -0.004, 0.0019, -0.0237
Si, -0.0089, 0.0098, -0.0143
Si, -0.0145, 0.0066, 0.02
Si, 0.0014, 0.0015, -0.0088
Si, 0.0006, 0.0017, -0.0185
Si, 0.0037, 0.0059, -0.0069
Si, 0.0042, 0.0051, -0.0117
Si, 0.0008, -0.001, -0.0101
Si, -0.0222, 0.0073, 0.0105
Si, -0.0004, 0, -0.0118
Si, -0.0019, -0.0094, 0.0051
Si, -0.0005, 0.0045, -0.0131
Si, -0.0008, -0.0014, -0.0043
Si, -0.0018, -0.0011, 0.0039
Si, -0.0019, -0.0021, 0.0031
Si, 0.0007, -0.0065, -0.0108
Si, 0.0016, -0.0039, -0.0079
Si, -0.0025, 0.0057, 0.0055
Si, 0.0044, 0.0016, 0.0163
Si, -0.0054, -0.0013, 0.0022
Si, 0.0027, -0.004, -0.0086
Si, 0.0162, -0.0144, 0.0119
Si, 0.0062, 0.0007, 0.0047
O, 0.0029, 0.0054, 0.0084
O, -0.005, -0.0024, 0.0026
O, 0.0028, 0.0002, 0.0098
O, -0.0032, -0.0103, 0.0036
O, 0.0079, -0.0049, 0.0072
O, 0.0026, 0.0001, 0
O, 0.0002, -0.0018, -0.0127
O, 0, -0.0023, 0.0019
O, 0.0078, -0.0157, -0.0445
O, 0.0046, 0.0018, 0.0175
O, -0.0043, 0.0034, 0.0114
O, 0.0012, 0.0063, 0.0117
O, -0.0009, 0.0053, -0.0017
O, -0.0028, 0.0029, 0.0034
O, -0.002, 0.0048, -0.017
O, -0.0086, -0.0017, -0.0165
O, -0.0052, 0.0027, -0.0014
O, 0.0001, 0.0042, 0.0028
O, -0.0043, 0.0052, -0.0178
O, 0.0004, 0.0007, 0.0002
O, 0.0003, -0.0142, -0.0089
O, 0.0043, 0.0026, -0.0169
O, -0.0022, 0.003, 0.0007
O, 0.0041, 0.0034, -0.0025
O, 0.005, 0.0026, -0.0018
O, -0.0016, 0.0004, 0.0022
O, 0.0031, 0.0027, 0
O, 0.0085, 0.0064, -0.0131
O, -0.0062, -0.0105, -0.0142
O, -0.0059, -0.0003, 0.0052
O, 0.0008, 0.0027, -0.0026
O, -0.0025, -0.0059, -0.0102
O, -0.0033, 0.0018, 0.0128
O, -0.0024, 0.0041, -0.0024
O, 0.0024, 0.0039, 0.0011
O, 0.0122, -0.0027, -0.0011
O, 0.0041, -0.008, -0.009
O, -0.001, 0.0007, 0.0083
O, 0.0007, -0.001, 0.005
O, -0.0033, 0.0006, -0.011
O, -0.0015, 0.0023, 0.0063
O, -0.0037, 0.0052, -0.0047
O, -0.0129, 0.0048, -0.0238
O, 0.0033, -0.0042, -0.0039
O, -0.003, -0.0023, -0.0075
O, -0.0008, 0.0015, 0.0082
O, 0.0022, 0.0017, 0.0011
O, -0.0044, -0.0036, -0.0043
O, 0.0036, -0.0042, -0.0139
O, 0.0007, -0.0049, 0.0084
O, -0.0038, 0.0088, -0.0063
O, -0.0001, -0.0031, 0.0049
O, -0.0088, -0.0235, -0.0012
O, 0.001, -0.0004, 0.0077
O, -0.0005, -0.0045, 0.0218
O, 0.006, -0.0087, 0.0056
O, -0.0032, 0.0007, -0.0002
O, 0.0017, 0.0043, 0.0031
O, -0.0027, 0.0029, -0.0012
O, -0.0061, -0.0019, -0.0155
O, 0.0109, -0.0159, 0.0267
O, -0.0024, 0.0012, 0.0024
O, -0.0012, -0.0024, -0.0006
O, -0.0011, -0.0024, -0.0006

The program warned: the cutoff lies below the one the program advises for these potential files; the forces do not sum to zero within the program's tolerance; empty levels may hold ghost states of the PAW files; the exchange-correlation potential is rough where the density is thin.
